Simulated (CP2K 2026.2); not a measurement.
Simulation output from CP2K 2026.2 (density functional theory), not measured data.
Periodic cell of 432 atoms, Si324O108, from a study of silicon, its oxide and their interface. The atomic structure is a simulated model.
Doubt: the forces sum to 2.23 eV/angstrom along one axis rather than to zero, so they err by at least 0.0052 eV/angstrom per atom on average; the grid cutoff is modest.

Settings
functional: PBE
method: Gaussian and plane waves
basis set: DZVP-MOLOPT-SR-GTH
pseudopotentials: GTH-PBE
grid cutoff: 300 Ry, relative cutoff 40 Ry
k points: Gamma only
occupations: fixed
spin: none
net charge: 0

Cell vectors (angstrom)
a 16.32 0 0
b 0 16.32 0
c -5.3516 -2.67 29.6006

Atoms and the computed forces on them: element, x, y, z (angstrom), force x, y, z (eV/angstrom)
Si 1.67 -1.528 0.024 -0.236 0.046 0.701
Si 3.99 1.497 0.105 0.216 -0.187 0.72
Si 1.625 3.628 -0.035 -0.176 0.351 0.68
Si 4.428 6.524 -0.023 -0.297 0.109 0.714
Si 0.984 -6.532 -0.058 0.201 -0.04 0.731
Si 3.868 -3.74 0.047 0.056 -0.182 0.756
Si 7.127 -1.599 0.142 -0.135 0.129 0.791
Si 9.826 1.12 0.157 -0.196 0.083 0.747
Si 6.624 4.282 0.156 0.133 -0.189 0.749
Si 9.239 7.045 0.012 0.157 -0.122 0.739
Si 6.933 9.188 -0.002 0.014 0.262 0.719
Si -6.967 -3.792 0.077 0.052 -0.264 0.721
Si -4.311 -1.078 0.137 0.14 -0.115 0.765
Si -1.605 1.644 0.099 0.089 -0.196 0.731
Si -3.869 3.75 0.272 0.031 0.167 0.678
Si -1.701 7.156 0.116 0.198 -0.22 0.71
Si -4.007 -6.981 0.08 -0.197 0.248 0.698
Si -1.226 -4.281 -0.109 -0.107 0.246 0.727
Si 2.794 -0.031 1.42 -0.009 0.005 -0.037
Si 5.475 2.707 1.435 -0.017 0.004 -0.036
Si 2.697 5.408 1.159 0.027 -0.03 -0.074
Si 5.448 8.086 1.403 0.017 -0.013 -0.049
Si 2.671 -5.418 1.211 0.005 0.012 -0.053
Si 5.46 -2.687 1.404 0.001 0.014 -0.032
Si 8.231 -0.014 1.455 0.008 -0.009 -0.063
Si -5.39 2.612 1.577 -0.01 0.006 -0.038
Si 8.187 5.46 1.403 0.006 0.012 -0.045
Si -5.521 8.151 1.393 -0.002 -0.012 -0.032
Si 8.136 10.851 1.238 0.001 0.004 -0.049
Si -5.452 -2.658 1.443 -0.016 0.015 -0.055
Si -2.726 0.051 1.423 -0.016 0.007 -0.069
Si 0.01 2.714 1.397 -0.008 -0.004 -0.047
Si -2.737 5.468 1.398 0.003 0 -0.025
Si -0.048 8.228 1.359 0.002 0 -0.057
Si -2.782 -5.377 1.293 0.014 -0.024 -0.035
Si -0.005 -2.715 1.217 0.014 -0.015 -0.035
Si 1.355 1.313 2.732 0.007 0.003 0.018
Si 4.033 4.101 2.685 0.01 0.014 0.023
Si 1.369 6.789 2.591 0.001 -0.011 -0.014
Si 4.034 9.527 2.611 0.006 0.032 -0.003
Si 1.337 -4.073 2.646 -0.012 -0.005 0.029
Si 4.145 -1.34 2.796 0.007 0.002 0.027
Si 6.836 1.351 2.763 0 -0.009 0.008
Si 9.528 4.074 2.756 -0.002 -0.001 0.017
Si 6.817 6.784 2.794 -0.007 -0.017 0.039
Si 9.487 9.569 2.709 -0.003 0.007 0.016
Si 6.787 12.177 2.683 0.015 -0.006 0.019
Si -6.782 -1.354 2.855 -0.001 0.008 0.048
Si -4.034 1.306 2.914 0.02 -0.015 0.043
Si -1.312 4.139 2.739 -0.02 -0.018 0.007
Si -4.153 6.773 2.746 -0.009 -0.003 0.028
Si -1.432 -6.747 2.708 -0.008 0.012 0.043
Si -4.077 -4.045 2.719 -0.007 -0.012 0.007
Si -1.334 -1.376 2.656 0.007 0.001 0.01
Si -0.001 -0.038 4.076 -0.006 0.01 0.01
Si 2.705 2.723 4.064 0.013 0.007 -0.015
Si 0.043 5.488 4.064 -0.006 0.012 0.014
Si 2.704 8.156 3.99 0.001 -0.019 0.017
Si -0.017 -5.419 4.048 0.001 0.007 -0.022
Si 2.716 -2.736 4.049 -0.016 -0.015 -0.017
Si 5.476 0.019 4.141 -0.005 0 0.014
Si 8.165 2.726 4.116 0.015 -0.009 0
Si 5.411 5.422 4.088 0.002 -0.013 -0.007
Si 8.162 8.19 4.1 0 -0.016 -0.005
Si 5.404 10.847 4.033 0.005 -0.012 0.001
Si 8.133 -2.767 4.092 -0.003 0.017 -0.026
Si -5.422 -0.03 4.223 0.001 0.002 0.005
Si -2.662 2.756 4.128 -0.01 0.003 -0.017
Si -5.458 5.424 4.133 0.007 0.015 0.016
Si -2.764 8.172 4.058 0.009 -0.004 -0.005
Si -5.443 -5.419 4.069 -0.021 -0.006 -0.005
Si -2.694 -2.708 4.064 0.001 0.023 -0.007
Si 1.378 -1.322 16.359 0.021 0.001 0.027
Si 4.056 1.328 16.297 -0.01 -0.01 -0.029
Si 1.356 4.099 16.373 0.011 -0.01 0.028
Si 4.03 6.787 16.309 -0.025 0.008 -0.012
Si 1.399 -6.784 16.309 -0.007 0.024 0.008
Si 4.134 -4.059 16.287 0.012 0.01 -0.015
Si 6.783 -1.39 16.378 -0.013 -0.007 0.025
Si -6.861 1.37 16.259 -0.015 -0.002 -0.014
Si 6.767 4.045 16.383 -0.021 0.005 0.017
Si -6.776 6.755 16.341 0.011 -0.015 0.012
Si 6.82 9.498 16.377 0.004 -0.003 0.022
Si -6.786 -4.117 16.309 0.001 -0.002 -0.001
Si -4.086 -1.372 16.313 -0.021 0.011 0.018
Si -1.328 1.392 16.235 0.007 0.005 -0.026
Si -4.121 4.093 16.309 0.024 -0.032 0.011
Si -1.333 6.798 16.259 0.02 -0.007 0.009
Si -4.08 9.516 16.354 0.007 -0.003 0.025
Si -1.376 -4.027 16.238 -0.006 0.022 -0.023
Si 2.762 0.024 17.754 0 -0.007 -0.01
Si 5.338 2.665 17.704 0.006 0.005 -0.023
Si 2.699 5.484 17.762 0.007 0.025 -0.01
Si 5.387 8.114 17.663 -0.008 0.006 -0.023
Si 2.772 -5.374 17.631 -0.006 0.005 -0.036
Si 5.446 -2.786 17.767 0.002 -0.012 -0.012
Si 8.162 0.018 17.668 0.013 0.028 -0.019
Si -5.568 2.749 17.624 -0.041 0.02 -0.029
Si 8.188 5.388 17.718 0.039 -0.002 -0.024
Si -5.404 8.091 17.722 0.003 -0.035 -0.029
Si 8.244 10.838 17.728 0.012 -0.002 -0.016
Si -5.449 -2.761 17.677 0.009 -0.006 -0.023
Si -2.691 0.064 17.56 0.013 -0.003 -0.04
Si -0.023 2.701 17.683 0.001 -0.019 -0.012
Si -2.694 5.449 17.607 0.009 0.013 -0.026
Si 0.04 -8.184 17.618 -0.009 -0.022 -0.011
Si -2.701 -5.351 17.622 -0.006 0.011 -0.025
Si -0.058 -2.685 17.633 -0.025 -0.007 -0.027
Si 1.387 1.432 19.091 0.013 0.018 0.055
Si 4.022 4.05 19.112 0.007 -0.004 0.047
Si 1.307 6.848 19.143 -0.004 -0.012 0.046
Si 4.109 -6.74 18.997 0.009 -0.005 0.019
Si 1.335 -4.043 18.941 0 -0.003 0.048
Si 4.045 -1.435 19.139 -0.009 0.007 0.039
Si 6.71 1.289 19.027 0.009 0.009 0.027
Si -6.839 4.024 19.182 -0.007 0.009 0.04
Si 6.731 6.705 18.989 -0.027 -0.022 0.04
Si -6.776 9.403 19.114 -0.021 -0.006 0.037
Si 6.923 -4.111 19.113 -0.004 0.007 0.034
Si 9.549 -1.338 19.005 0.006 0.002 0.045
Si -4.135 1.39 18.821 0.02 -0.004 0.043
Si -1.437 4.053 18.992 -0.017 -0.005 0.042
Si -3.933 6.789 19.061 0.006 0.025 0.028
Si -1.265 -6.714 18.857 0.016 0.021 0.048
Si -4.063 -4.075 19.076 -0.019 -0.005 0.046
Si -1.364 -1.239 18.974 0.02 0.009 0.027
Si 0.182 -0.095 20.362 -0.183 0.116 -0.687
Si 2.32 3.128 20.479 0.19 -0.269 -0.755
Si -0.025 5.283 20.37 -0.056 0.238 -0.658
Si 2.556 8.483 20.345 0.005 -0.221 -0.646
Si 0.301 -5.662 20.261 -0.118 0.091 -0.758
Si 2.286 -2.469 20.364 0.24 -0.052 -0.644
Si 5.692 -0.35 20.398 -0.18 0.142 -0.7
Si 7.846 2.745 20.442 0.269 -0.045 -0.612
Si 5.71 5.071 20.372 -0.072 0.076 -0.747
Si 7.835 8.231 20.337 0.271 -0.024 -0.632
Si 5.759 -5.718 20.353 -0.095 0.112 -0.679
Si 8.059 -2.471 20.407 0.13 -0.213 -0.633
Si -5.12 -0.184 20.215 -0.198 0.053 -0.728
Si -3.115 2.934 20.212 0.185 0.071 -0.709
Si -5.16 5.258 20.346 -0.191 0.068 -0.688
Si -2.693 -7.853 20.247 0.046 -0.343 -0.673
Si -5.098 -5.796 20.338 -0.164 0.21 -0.733
Si -2.908 -2.391 20.268 0.039 -0.221 -0.693
Si -2.964 -1.833 -5.12 0.077 -0.006 0.008
Si 1.446 6.31 23.869 0.01 0.121 -0.022
Si -0.986 7.189 22.556 0.033 -0.029 -0.128
Si -1.489 1.586 22.461 0.176 -0.047 -0.128
Si -1.022 8.067 -4.54 0.034 -0.066 -0.114
Si 1.026 0.083 -4.875 -0.195 -0.095 -0.007
Si 3.022 -2.978 23.286 -0.151 0.012 0.016
Si -5.807 -5.607 -2.122 0.011 -0.037 0.13
Si 3.281 2.232 -4.854 0.085 -0.022 0.122
Si -0.157 -0.113 -2.063 0.012 -0.002 0.124
Si -0.648 5.127 -4.583 -0.031 0.109 0.125
Si -3.339 -5.462 24.258 0.044 -0.013 -0.025
Si 5.218 -4.968 23.295 -0.126 0.064 -0.045
Si 4.081 6.751 22.503 -0.026 0.094 -0.141
Si -2.289 6.438 -2.584 0.026 -0.112 -0.001
Si -6.7 7.062 22.472 -0.005 -0.037 -0.11
Si -6.967 -2.237 23.169 -0.008 0.127 -0.078
Si -6.953 0.811 22.489 -0.148 -0.102 -0.183
Si -1.449 -4.13 22.414 0.052 -0.005 -0.165
Si -6.033 -5.041 -4.943 -0.017 -0.052 0.118
Si 1.793 4.075 -2.938 -0.084 -0.087 -0.01
Si 3.528 6.678 -2.898 0.056 0.091 0.021
Si 1.544 -7.327 -3.008 0.03 -0.161 0.126
Si 4.314 -0.21 23.157 -0.033 0.038 -0.073
Si 5.502 0.125 -4.963 0.098 0.061 -0.158
Si -2.456 -2.304 -2.13 0.034 -0.026 0.1
Si -5.141 5.507 -1.882 -0.104 0.057 0.13
Si 5.518 -5.326 -2.136 -0.088 -0.022 0.164
Si 3.317 -5.397 -4.345 0.105 0.063 -0.112
Si 8.065 2.547 -2.033 0.032 -0.054 0.066
Si 5.906 0.278 -2.074 0.052 0.127 0.202
Si -6.033 -6.216 23.1 -0.099 0.058 -0.032
Si -6.52 4.092 -4.192 -0.057 -0.073 0.137
Si 7.953 -5.671 -3.46 0.076 -0.008 0.018
Si 2.599 2.065 23.417 -0.078 0.039 -0.145
Si 0.027 3.492 24.212 0.027 -0.024 0.031
Si 1.368 -1.381 5.432 0.001 -0.003 0.005
Si 4.077 1.383 5.445 0.002 0.006 0.009
Si 1.366 4.095 5.43 -0.001 -0.008 0.013
Si 4.06 6.819 5.406 -0.006 0.006 0.004
Si 1.349 9.513 5.381 0.007 0.004 0.006
Si 4.068 12.219 5.41 0.002 0.008 0.004
Si 6.806 -1.383 5.467 0.012 -0.004 0.008
Si 9.52 1.372 5.495 0.004 0.001 0.01
Si 6.778 4.074 5.455 -0.01 0.006 0.007
Si 9.51 6.814 5.459 -0.017 -0.004 0.008
Si 6.769 9.521 5.434 0.007 0.017 0.01
Si 9.517 12.231 5.452 0.004 0.002 0.013
Si -4.041 -1.396 5.499 0.003 -0.006 0.017
Si -1.328 1.352 5.454 -0.005 -0.009 0.003
Si -4.065 4.086 5.472 0.005 -0.004 0.016
Si -1.359 6.83 5.407 -0.019 -0.006 0.013
Si -4.099 -6.792 5.436 0.003 -0.007 0.003
Si -1.351 -4.069 5.433 -0.006 -0.004 -0.001
Si 2.721 -0.002 6.787 -0.001 0.005 0.001
Si 5.433 2.721 6.822 -0.004 -0.004 0.006
Si 2.721 5.457 6.787 0.006 0.001 -0.002
Si 5.42 8.157 6.792 0 -0.005 0.005
Si 2.711 10.86 6.77 0.002 -0.007 -0.007
Si 5.421 -2.74 6.794 -0.001 -0.001 0
Si 8.161 -0.013 6.827 0.003 0.001 -0.004
Si 10.889 2.73 6.834 0 -0.003 0.003
Si 8.143 5.446 6.804 0 0.006 0.003
Si 10.877 8.167 6.81 -0.001 0.002 0.003
Si 8.144 10.873 6.797 -0.006 -0.002 -0.005
Si 10.885 -2.744 6.826 0.011 0.001 0.003
Si -2.698 0.005 6.824 -0.002 -0.002 -0.003
Si 0.018 2.727 6.802 -0.002 -0.003 0.004
Si -2.702 5.464 6.796 0.004 0.001 -0.001
Si -0.001 8.176 6.778 -0.004 0.001 -0.003
Si -2.72 -5.434 6.786 -0.003 0.006 0.003
Si 0.005 -2.723 6.805 -0.001 0.002 0.002
Si 1.37 1.36 8.157 0.004 0.008 -0.004
Si 4.075 4.097 8.16 0.006 0.005 -0.001
Si 1.356 6.812 8.147 -0.001 -0.006 -0.008
Si 4.068 9.517 8.154 0.001 -0.002 -0.006
Si 1.366 -4.093 8.148 -0.004 0.001 -0.001
Si 4.075 -1.366 8.152 -0.002 -0.002 -0.004
Si 6.794 1.352 8.173 -0.007 -0.01 -0.005
Si 9.511 4.091 8.17 0.006 -0.003 -0.007
Si 6.785 6.803 8.16 -0.004 -0.008 0
Si 9.508 9.519 8.162 -0.006 -0.007 0.002
Si 6.789 -4.087 8.159 0.007 0.005 -0.004
Si 9.529 -1.369 8.177 0.009 0.005 -0.002
Si -4.074 1.358 8.178 0.001 0 0.003
Si -1.353 4.089 8.154 -0.015 -0.005 -0.006
Si -4.075 6.808 8.161 0.009 0.009 0
Si -1.357 -6.791 8.148 -0.002 0 -0.003
Si -4.073 -4.096 8.175 -0.013 -0.005 0
Si -1.345 -1.361 8.175 0.003 0.009 -0.002
Si 0.012 0.004 9.524 -0.006 -0.001 -0.002
Si 2.719 2.728 9.513 0.002 -0.01 0.001
Si 0.006 5.448 9.513 0.001 -0.002 0.001
Si 2.717 8.161 9.522 0.003 0.002 0.004
Si 0.006 -5.441 9.517 -0.002 -0.001 0
Si 2.72 -2.726 9.513 0.001 0.003 0.002
Si 5.436 -0.012 9.521 0.002 0.004 0.004
Si 8.154 2.719 9.527 0 0.002 -0.002
Si 5.436 5.442 9.526 -0.003 0.001 0.002
Si 8.152 8.158 9.519 0.001 0.005 -0.002
Si 5.435 -5.45 9.519 0 -0.004 0.001
Si 8.152 -2.73 9.52 -0.006 0.001 -0.001
Si -5.436 -0.005 9.533 0.002 -0.002 0.003
Si -2.718 2.734 9.52 0.001 -0.003 -0.001
Si -5.441 5.447 9.523 -0.005 0.001 0.001
Si -2.717 -8.149 9.512 -0.002 -0.005 0
Si -5.444 -5.448 9.524 0.014 0 -0.003
Si -2.717 -2.721 9.526 -0.004 0.005 -0.002
Si 1.369 -1.36 10.881 0.002 0.005 0.002
Si 4.078 1.362 10.865 -0.007 0.006 -0.005
Si 1.362 4.087 10.878 -0.002 -0.005 0
Si 4.082 6.802 10.884 0.007 -0.015 0.002
Si 1.364 9.525 10.888 -0.007 0.002 0.004
Si 4.082 -4.083 10.876 0.004 0.005 -0.001
Si 6.796 -1.37 10.884 0.001 0.001 0.001
Si 9.514 1.355 10.884 0.011 -0.009 0.002
Si 6.791 4.078 10.889 -0.01 0.003 0.001
Si 9.512 6.8 10.881 -0.004 0.009 0
Si 6.798 9.513 10.886 0.005 -0.007 0.001
Si 9.513 -4.089 10.879 0.003 0.001 -0.002
Si -4.08 -1.366 10.892 0.002 0.003 0.006
Si -1.358 1.369 10.869 -0.003 0.007 -0.003
Si -4.086 4.085 10.886 0.005 -0.006 0.002
Si -1.358 6.809 10.867 -0.013 0.006 -0.003
Si -4.081 -6.803 10.88 -0.005 -0.002 0.003
Si -1.35 -4.079 10.878 0.006 -0.006 -0.001
Si 2.731 0.009 12.233 0.007 0.006 0
Si 5.422 2.712 12.24 0.003 -0.018 0
Si 2.73 5.437 12.242 0 0.004 0.003
Si 5.45 8.149 12.252 -0.003 0.012 0
Si 2.732 10.886 12.25 0.001 -0.006 0.006
Si 5.441 -2.733 12.245 -0.005 0.002 0.006
Si 8.154 -0.01 12.244 -0.009 0.003 0.005
Si 10.867 2.718 12.243 -0.006 0.002 0.004
Si 8.147 5.445 12.244 0.012 -0.011 0
Si 10.875 8.159 12.236 0.007 0.002 0.002
Si 8.165 10.868 12.246 -0.003 0 0
Si 10.862 -2.726 12.241 0.006 -0.008 0.004
Si -2.716 0.013 12.231 0.004 0.002 -0.002
Si -0.004 2.726 12.23 -0.01 -0.003 0.003
Si -2.719 5.456 12.23 0.005 0.01 0.001
Si -0.003 8.162 12.236 -0.001 -0.011 0
Si -2.715 -5.438 12.23 -0.007 0.002 -0.005
Si 0.011 -2.721 12.239 -0.004 0.008 0.006
Si 1.371 1.378 13.583 -0.002 -0.005 -0.003
Si 4.078 4.072 13.618 -0.004 0.003 -0.003
Si 1.364 6.801 13.584 -0.005 0.004 -0.003
Si 4.103 9.521 13.602 0.003 0.001 -0.003
Si 1.378 -4.066 13.613 -0.001 0.002 -0.001
Si 4.082 -1.359 13.593 0.01 0.009 -0.001
Si 6.773 1.34 13.59 -0.009 0.006 0
Si 9.495 4.077 13.596 -0.005 0 -0.001
Si 6.796 6.789 13.636 -0.002 0.002 0.001
Si 9.515 9.499 13.612 0.01 0 0.004
Si 6.811 -4.091 13.604 -0.002 -0.006 0.003
Si 9.504 -1.372 13.615 -0.005 0.001 0.001
Si -4.087 1.357 13.597 0.007 -0.005 0.003
Si -1.365 4.091 13.584 0.004 -0.005 0.002
Si -4.078 6.813 13.593 0 -0.01 0.004
Si -1.356 9.53 13.597 -0.002 0.001 0.003
Si -4.09 -4.092 13.582 -0.001 0.002 -0.003
Si -1.347 -1.343 13.579 -0.003 0.004 -0.002
Si 0.036 0.005 14.935 -0.002 -0.014 -0.003
Si 2.701 2.73 14.982 -0.017 -0.002 -0.001
Si 0.023 5.426 14.941 0 0.002 -0.01
Si 2.721 8.167 14.935 -0.004 -0.009 -0.01
Si 0.012 -5.432 14.956 0.005 -0.009 -0.002
Si 2.734 -2.69 14.979 0.002 0.015 -0.004
Si 5.443 -0.031 14.974 0.015 -0.005 -0.001
Si 8.096 2.726 14.939 0.002 0.004 -0.002
Si 5.43 5.421 14.998 0.008 -0.015 0.004
Si 8.17 8.139 15.002 0.007 0.005 0.009
Si 5.48 10.859 14.974 -0.002 -0.021 -0.005
Si 8.148 -2.737 14.991 -0.008 0.005 0.003
Si -5.454 -0.003 14.96 0.009 0.001 -0.001
Si -2.739 2.744 14.941 -0.016 0.025 -0.008
Si -5.446 5.44 14.93 -0.007 -0.006 -0.007
Si -2.72 8.177 14.959 -0.022 0.008 0.006
Si -5.428 -5.466 14.956 0.019 0.005 -0.01
Si -2.743 -2.692 14.902 0.003 0.009 -0.015
O 5.154 -4.995 21.68 -0.316 0.229 -0.106
O -7.257 -6.304 -2.437 -0.29 -0.576 0.423
O -8.1 -2.702 -0.384 0.08 0.225 -0.195
O 6.792 3.936 20.913 0.185 -0.115 0.313
O -3.608 -1.717 -1.175 0 0.055 -0.417
O 6.983 1.426 -2.453 -0.03 -0.107 -0.539
O 2.039 -5.888 -3.513 -0.411 0.53 0.078
O 2.848 2.577 -0.312 0.118 -0.074 -0.02
O -7.096 1.846 -1.162 0.177 -0.015 -0.374
O 5.073 0.216 21.797 -0.072 0.384 0.109
O 8.054 8.077 -0.486 0.051 0.127 -0.205
O -2.645 1.967 21.423 -0.17 -0.329 0.292
O 4.997 7.306 23.712 0.318 -0.339 -0.083
O -5.378 -2.465 23.478 0.376 -0.178 -0.214
O -5.694 6.113 21.632 -0.064 0.065 0.401
O -5.682 0.604 21.519 0.099 0.205 0.267
O 1.215 -1.294 20.813 0.068 -0.161 0.327
O 1.132 4.21 20.82 -0.001 -0.234 0.144
O 2.623 -3.263 21.745 -0.204 -0.296 -0.039
O 5.513 5.351 -0.372 -0.081 0.208 -0.334
O 2.807 5.948 23.084 -0.018 -0.379 0.055
O -4.872 4.271 -0.895 -0.453 -0.372 -0.203
O -2.085 -2.911 21.572 0.155 0.01 0.073
O -0.367 0.683 21.7 0.018 -0.071 0.364
O 6.562 -0.883 -1.189 0.035 -0.273 -0.57
O 2.221 1.088 -5.229 0.012 0.029 -0.414
O -4.024 -1.286 20.747 0.016 -0.11 0.202
O -5.705 -5.335 21.778 -0.162 0.564 0.141
O 1.008 3.769 -1.547 -0.516 -0.021 -0.423
O 3.85 -4.271 23.83 -0.194 -0.14 0.578
O -8.063 7.308 21.632 -0.605 -0.491 0.353
O -1.243 6.568 -1.342 0.604 -0.252 -0.143
O 1.703 -2.573 24.136 0.129 0.442 0.252
O 4.67 6.233 -3.945 0.33 -0.096 0.14
O -7.579 -4.767 -4.536 -0.547 0.646 -0.225
O 0.293 0.489 -3.488 -0.327 0.526 -0.244
O -2.308 -0.348 -5.186 -0.389 0.264 0.568
O 1.485 -7.323 -1.392 0.409 -0.245 -0.001
O -0.972 3.009 23.038 -0.522 0.225 -0.263
O -0.394 6.66 -5.063 0.412 0.018 -0.485
O -7.399 -5.604 23.704 -0.123 -0.138 -0.22
O -0.895 5.812 21.671 -0.486 -0.215 0.093
O 4.102 7.198 -1.476 -0.259 0.622 -0.165
O -2.658 -5.112 22.833 -0.354 -0.489 -0.27
O 0.578 4.968 23.938 -0.248 0.19 0.106
O 2.83 2.737 21.973 0.328 0.031 0.167
O 7.32 3.682 -1.176 -0.079 0.184 -0.317
O 6.794 -6.912 20.831 -0.03 -0.047 0.302
O -1.704 -8.102 21.536 -0.103 0.16 0.408
O -2.737 2.742 -0.367 -0.095 0.302 -0.505
O -5.417 0.011 -0.39 -0.005 0.103 -0.357
O 1.427 -6.732 20.819 -0.165 -0.023 0.353
O -5.806 3.023 -5.181 0.864 -0.368 0.124
O 2.794 2.897 -3.448 0.244 -0.172 0.43
O 2.765 -2.644 -0.496 0.016 -0.061 -0.354
O 5.425 -6.465 23.816 0.274 -0.177 -0.22
O 6.561 -4.24 23.804 0.125 0.521 -0.187
O -8.027 1.753 21.689 -0.062 -0.043 0.337
O -0.383 -4.972 21.558 0.253 0.147 0.259
O 3.049 -3.815 -4.616 0.193 0.118 0.154
O 0.703 4.423 -4.069 0.311 0.028 -0.309
O -7.465 -2.928 21.772 0.199 -0.646 -0.068
O 4.62 -5.679 -3.427 -0.087 -0.183 -0.083
O -4.774 -6.53 -1.301 0.224 0.12 -0.287
O -1.797 5.149 -3.433 -0.366 -0.598 0.155
O -2.79 -8.004 -0.292 0.174 -0.034 -0.23
O 2.827 0.467 23.196 -0.525 -0.389 0.051
O -6.129 -7.778 22.722 0.432 0.058 0.208
O -3.914 -6.872 20.713 -0.232 0.26 0.445
O 0.1 -7.512 -3.669 -0.096 0.278 0.026
O -4.129 4.07 20.84 0.029 0.105 0.23
O 1.135 -0.675 -1.262 0.312 -0.032 -0.486
O 4.69 -4.284 -1.246 -0.018 0.182 -0.313
O -7.234 5.206 -5.131 0.158 0.551 0.121
O -3.783 6.345 -2.015 -0.201 0.418 -0.158
O 7.164 -6.848 -4.237 -0.142 -0.443 0.244
O -1.177 -1.339 -2.229 0.293 -0.163 -0.05
O 5.017 5.758 21.668 0.007 -0.062 0.207
O 0.563 7.423 23.046 0.149 0.697 -0.243
O -6.135 -4.28 -1.246 0.335 0.382 -0.183
O -0.904 1.056 -1.244 0.108 0.188 -0.326
O -6.349 6.424 -1.318 -0.181 0.134 -0.378
O -6.53 1.623 23.781 -0.131 0.051 0.087
O 1.697 -1.377 -4.617 0.167 -0.078 0.381
O 4.654 0.911 -1.266 -0.065 0.111 -0.424
O -1.932 -3.704 -1.479 0.066 -0.07 -0.376
O 5.435 -0.418 -3.445 -0.417 -0.53 0.295
O 6 -6.611 -1.254 -0.176 -0.183 -0.19
O -7.401 -0.67 23.014 -0.491 0.045 0.293
O -5.177 -5.238 -3.574 0.656 0.161 -0.153
O -4.785 -6.156 24.116 -0.142 -0.367 0.557
O 6.912 -4.709 -2.684 0.278 0.4 0.034
O 6.86 -1.425 20.821 -0.256 -0.025 0.164
O -7.598 3.275 -3.303 -0.123 0.013 -0.265
O 2.58 7.845 -3.493 -0.048 0.002 -0.687
O -6.944 6.318 23.875 -0.379 -0.083 0.11
O 1.201 2.384 24.143 -0.199 -0.496 0.335
O -2.126 0.738 23.655 -0.187 0.276 0.224
O 3.459 7.959 21.611 0.075 0.095 0.231
O -2.252 7.732 -3.548 -0.589 0.543 0.152
O 2.665 5.371 -2.584 -0.239 0.149 0.236
O 4.782 1.594 -4.905 0.326 0.663 0.013
O -5.462 4.89 -3.316 0.251 0.254 -0.426
O -0.703 -3.536 23.703 -0.078 -0.152 0.166
O 4.117 -1.79 23.286 0.466 -0.219 0.269
O -1.873 7.332 23.913 -0.332 -0.162 0.151
O -0.117 -5.412 -0.549 0.126 0.184 -0.431
O -3.086 -2.406 -3.61 -0.047 -0.121 -0.041

Results
total energy: -82021.831 eV
total energy less fixed offsets of O -438.25, Si -107.07 eV per atom: -0.151 eV
